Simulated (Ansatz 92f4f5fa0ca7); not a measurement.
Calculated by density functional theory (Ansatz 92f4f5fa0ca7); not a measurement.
Periodic cell of 226 atoms, Si134O92, from a study of silicon, its oxide and their interface. The atomic structure is a simulated model.
Doubt: the cutoff is far below the 930 eV that the study's wrapper takes by default for these files, so forces and energies are approximate.
This geometry differs little from another in the collection (a relaxation step or a small displacement).

Settings
functional: PBE
potential files: Ansatz PAW
basis: plane waves
wave-function cutoff: 580 eV
density cutoff ratio: 5
exchange-correlation grid ratio: 1
k mesh: 1 x 1 x 1, Gamma-centred
self-consistency stop: 5e-08 eV per atom in the density residual
occupations: fixed
spin: none
net charge: 0

Cell vectors (angstrom)
a 10.938 0 0
b 0 10.938 0
c 0 0 32.4313

Atoms: element, x, y, z (angstrom)
Si 0.3889 -0.5129 24.9957
Si 5.4723 -0.2661 24.782
Si 2.4774 3.0667 25.1779
Si 7.6279 2.7374 24.4749
Si 0.2111 5.2144 24.9431
Si 5.5734 5.1946 24.886
Si 2.6782 8.1394 24.8617
Si 7.7811 8.4961 25.0707
Si 1.3791 1.2737 26.2706
Si 6.6526 1.3189 26.1003
Si 4.0718 4.1893 26.4323
Si 9.6921 4.1177 26.3661
Si 1.3533 6.811 26.243
Si 6.7273 6.7805 26.2877
Si 4.0779 9.4598 26.2287
Si 9.5261 9.5555 26.2912
Si 2.7815 -0.035 27.6325
Si 8.1669 0.0773 27.5749
Si 0.0409 2.6647 27.6834
Si 5.4507 2.7149 27.6337
Si 2.6966 5.5403 27.7068
Si 8.2029 5.4743 27.6324
Si -0.0273 8.1828 27.6346
Si 5.4431 8.1778 27.6673
Si 4.1018 1.3673 29.0131
Si 9.5708 1.3673 29.0131
Si 1.3673 4.1018 29.0131
Si 6.8362 4.1018 29.0131
Si 4.1018 6.8362 29.0131
Si 9.5708 6.8362 29.0131
Si 1.3673 9.5708 29.0131
Si 6.8362 9.5708 29.0131
Si 0 0 30.3803
Si 5.469 0 30.3803
Si 2.7345 2.7345 30.3803
Si 8.2035 2.7345 30.3803
Si 0 5.469 30.3803
Si 5.469 5.469 30.3803
Si 2.7345 8.2035 30.3803
Si 8.2035 8.2035 30.3803
Si 1.3673 1.3673 31.7476
Si 6.8362 1.3673 31.7476
Si 4.1018 4.1018 31.7476
Si 9.5708 4.1018 31.7476
Si 1.3673 6.8362 31.7476
Si 6.8362 6.8362 31.7476
Si 4.1018 9.5708 31.7476
Si 9.5708 9.5708 31.7476
Si 2.7345 0 0.6835
Si 8.2035 0 0.6835
Si 0 2.7345 0.6835
Si 5.469 2.7345 0.6835
Si 2.7345 5.469 0.6835
Si 8.2035 5.469 0.6835
Si 0 8.2035 0.6835
Si 5.469 8.2035 0.6835
Si 4.1018 1.3673 2.0507
Si 9.5708 1.3673 2.0507
Si 1.3673 4.1018 2.0507
Si 6.8362 4.1018 2.0507
Si 4.1018 6.8362 2.0507
Si 9.5708 6.8362 2.0507
Si 1.3673 9.5708 2.0507
Si 6.8362 9.5708 2.0507
Si 0 0 3.418
Si 5.469 0 3.418
Si 2.7345 2.7345 3.418
Si 8.2035 2.7345 3.418
Si 0 5.469 3.418
Si 5.469 5.469 3.418
Si 2.7345 8.2035 3.418
Si 8.2035 8.2035 3.418
Si 1.3693 1.3851 4.7849
Si 6.8428 1.3723 4.7175
Si 4.0112 4.1864 4.7444
Si 9.6334 4.0765 4.8206
Si 1.3519 6.8336 4.8674
Si 6.8914 6.8159 4.8143
Si 4.1292 9.5236 4.7961
Si 9.5285 9.6257 4.7193
Si 2.7388 -0.0282 6.0934
Si 8.2251 0.0846 6.1015
Si 0.1242 2.8085 6.2604
Si 5.4076 2.7418 5.9061
Si 2.7406 5.4937 6.3243
Si 8.2077 5.3448 6.1937
Si -0.0507 8.322 6.094
Si 5.5509 8.2146 6.1977
Si 3.9888 1.5297 7.2536
Si 9.8274 1.2234 7.4349
Si 1.7845 3.7823 7.7539
Si 6.5703 4.1363 7.3266
Si 4.5082 6.5469 7.5164
Si 9.4865 7.5928 7.83
Si 1.0865 9.8919 7.3943
Si 7.0314 9.5592 7.4887
O 5.5578 5.3216 7.8423
O -0.02 0.0734 7.8959
O 2.9318 2.6118 7.8836
O 9.031 6.0591 7.4698
O 1.5356 9.3157 24.4598
O 9.0248 3.1451 25.199
O 6.7033 9.5936 24.4042
O 1.3546 4.0891 24.4852
O 8.1627 8.5165 8.1327
O 1.5 4.1041 9.3666
O 1.5747 9.191 8.8095
O 7.043 3.3201 8.6578
O 10.316 7.6298 9.2441
O 4.8349 0.879 8.4852
O 4.1733 7.0852 9.0277
O 9.2506 1.8549 8.8387
O 4.6657 0.3154 23.4033
O 8.0631 2.1238 23.0176
O 10.2963 5.6693 23.5859
O 6.6533 4.0583 24.2778
O 8.4608 7.624 23.8834
O 3.5571 2.5914 24.0346
O 3.417 7.2957 23.5746
O 10.6589 0.0994 23.6278
Si 8.0796 11.4689 15.3483
Si 6.775 9.1448 13.7817
Si 11.5855 7.7212 16.7086
Si 5.0306 5.4305 16.0635
Si 11.5126 3.086 13.195
Si 0.5334 3.4674 16.4209
Si 13.7736 7.1895 14.5223
Si 4.2278 3.7547 20.8954
Si -2.461 3.7714 12.4097
Si 4.1162 1.5013 14.8878
Si 8.8476 1.7343 21.6333
Si 7.8938 2.3249 9.6105
Si 12.7953 0.9218 16.77
Si 13.2293 3.9989 10.8276
Si 2.7671 1.37 12.175
Si 8.8346 6.6575 13.4452
Si 14.52 1.462 22.8728
Si 0.8072 8.1518 9.8185
Si 11.4645 0.5468 22.2767
Si 4.5263 9.3473 15.3848
Si 7.0091 3.1268 19.5892
Si 10.8973 -0.8603 15.1608
Si 9.4934 -5.2579 16.4883
Si 11.0273 8.7247 21.0205
Si 6.958 5.9041 18.2091
Si 2.9107 4.7739 18.1718
Si 11.5061 8.1892 12.7898
Si 6.7312 14.0928 14.7867
Si 7.044 7.1352 21.1588
Si 14.6993 -0.9355 18.2227
Si 2.2243 7.7986 19.1458
Si 14.2682 6.7932 10.3886
Si 6.7009 11.1954 18.1978
Si 4.426 -1.3867 11.5541
Si 9.4409 6.8595 22.8609
Si 4.5423 6.1699 22.9823
Si 5.9916 -0.0448 9.1644
Si 8.3146 -1.1661 20.3973
O 12.99 0.9446 22.6694
O 5.4063 13.3059 15.2224
O 14.2666 3.929 19.5255
O 9.8837 3.1694 13.0173
O 5.7475 6.3824 17.2008
O 5.6346 9.4488 12.6532
O 7.0163 0.9802 9.966
O 4.5569 10.9014 14.999
O 8.3209 3.174 10.9153
O 14.4418 8.6534 14.3379
O 8.4551 0.1786 21.306
O 10.2082 7.2388 12.8409
O 3.7686 8.0401 11.3839
O 2.9819 1.8186 15.9978
O 11.8327 3.4531 14.7867
O 5.7235 6.9074 22.0965
O 14.3667 5.2219 10.9249
O 10.5068 1.7522 21.6803
O 9.9522 15.0355 16.5565
O 8.3474 2.7975 20.4857
O 3.7196 1.9043 13.3802
O 18.4828 -0.3648 14.0674
O 0.6104 12.8799 17.0562
O 14.8857 2.2522 21.4992
O 9.1151 -4.8617 14.9485
O 8.3274 6.2525 17.4414
O 6.3293 4.6461 15.3836
O 1.2701 4.1442 12.1255
O 7.7046 -0.7444 18.9694
O 11.6474 -0.7331 21.29
O 18.6764 7.8821 13.3946
O 12.1515 12.5327 12.7684
O 8.4365 16.3478 12.4643
O 3.4094 8.9123 19.3971
O 7.3245 -2.194 21.1814
O -4.1887 6.6765 19.6231
O 1.5478 15.2287 17.4192
O 10.5273 -2.2059 16.0045
O 16.1065 -0.1965 18.4892
O 9.6862 0.2046 15.3528
O 3.9612 9.1013 16.8749
O 12.7583 7.173 13.2208
O 7.9537 2.1719 15.3025
O 6.0107 8.7128 15.1715
O 2.9488 2.4746 10.9575
O 15.018 6.1307 14.8766
O 11.6195 8.8186 11.2909
O 1.75 6.8508 10
O 3.92 4.9982 21.9544
O 7.1997 11.0425 16.6559
O 7.1242 14.2539 13.2174
O 12.2733 -0.2299 15.7495
O 10.52 7.9676 22.3631
O 10.7697 6.4231 17.1469
O 12.1831 7.7267 20.4431
O 7.1365 4.2993 18.4743
O 12.7923 7.1399 15.7996
O 6.717 12.7232 18.7295
O 11.2767 9.5474 13.6726
O 8.4046 6.3359 21.6884
O 3.2874 -0.1747 11.8247
O 4.0495 -17.3429 17.0162
O 2.5705 11.1362 18.0563
O 9.7235 8.9939 20.0657
O 5.215 -1.0375 10.1803
O 5.8266 3.675 20.5742
O 2.7735 6.3323 18.6978
O 12.2317 8.4685 17.9828

Results
free energy: -137506.740 eV
free energy less fixed offsets of O -568.88, Si -635.61 eV per atom: 1.960 eV

Forces (eV/angstrom), in the order of the atoms: element, x, y, z
Si -0.0485 0.0393 0.1657
Si -0.0498 -0.0436 0.0393
Si 0.0105 -0.0069 0.0699
Si -0.012 -0.0031 0.0249
Si 0.0139 0.0261 0.0251
Si -0.0418 0.0044 0.0146
Si -0.0013 0.0224 -0.0523
Si -0.0138 -0.0437 0.0934
Si -0.0115 -0.0385 -0.0493
Si 0.0026 0.0135 0
Si -0.0021 -0.0151 -0.0276
Si -0.0101 0.0047 -0.0022
Si -0.0306 -0.038 0.0061
Si 0.0354 0.0417 -0.0178
Si 0.0327 0.0296 -0.0045
Si 0.047 0.003 -0.0492
Si 0.0039 0.0054 0.0107
Si 0.0062 0.0009 0.0053
Si 0.0018 -0.0091 0.0197
Si 0.0057 0.0264 -0.0054
Si 0.0245 0.0152 0.0266
Si -0.0217 0.0034 -0.0043
Si -0.0127 0.0014 0.0187
Si -0.0063 -0.0271 0.0098
Si 0.1237 -0.2141 0.0373
Si -0.3254 -0.0048 0.0984
Si 0.0982 -0.1109 0.1851
Si 0.0363 -0.172 -0.201
Si -0.23 0.3423 0.6184
Si 0.0159 -0.148 0.0713
Si -0.0046 -0.1015 -0.2265
Si 0.0896 0.185 -0.4014
Si -0.0954 -0.0928 -0.0569
Si -0.0413 0.0455 -0.0003
Si 0.0108 0.0251 0.0015
Si 0.0485 0.0416 0.0044
Si -0.1268 -0.0649 0.0081
Si -0.0454 -0.0595 -0.0424
Si 0.0514 -0.0301 0.0563
Si 0.0723 0.0314 -0.038
Si -0.0193 0.0383 -0.008
Si 0.0299 -0.0267 -0.0303
Si 0.0233 -0.0058 -0.0054
Si 0.0022 -0.0338 -0.0155
Si 0.0472 0.0481 -0.0317
Si -0.0387 0.0009 -0.0235
Si -0.0273 0.0066 -0.0185
Si 0.021 0.0073 0.0053
Si 0.0426 -0.0035 0.0107
Si 0.0012 0.0236 0.0304
Si -0.0623 0.0468 -0.002
Si 0.0076 -0.0417 0.0157
Si -0.0113 -0.0477 0.0225
Si 0.0306 0.0063 0.0185
Si -0.0253 -0.0664 0.0174
Si -0.0523 0.0647 -0.0094
Si -0.0175 0.0462 0.0446
Si 0.0831 0.0329 -0.0631
Si 0.0144 -0.0701 -0.036
Si 0.014 0.0321 0.055
Si 0.0824 0.0146 -0.0277
Si -0.0058 0.0916 0.0448
Si 0.0009 0.0462 0.0538
Si -0.0551 -0.1048 -0.0415
Si 0.033 0.3428 -0.2506
Si -0.0583 -0.2876 -0.1388
Si -0.2064 0.1326 -0.2585
Si 0.4062 0.1339 -0.0904
Si 0.1641 0.0171 0.263
Si 0.02 0.2805 0.0336
Si -0.0669 -0.28 0.3091
Si -0.1094 -0.0649 -0.223
Si 0.012 0.0063 -0.0134
Si 0.0015 -0.0261 -0.0054
Si -0.0124 -0.0117 -0.0243
Si 0.0069 0.0005 0.0031
Si 0.0107 -0.0052 -0.0079
Si 0.003 0.0172 -0.0123
Si 0.011 -0.0039 0.0047
Si -0.0108 -0.0155 0.0009
Si -0.0049 -0.0188 -0.0113
Si 0.0051 0.0177 0.0205
Si -0.0236 -0.0036 -0.0147
Si 0.0191 0.0108 0.0111
Si -0.0243 -0.02 0.0177
Si -0.0027 -0.0204 -0.0001
Si 0 0.0105 -0.0078
Si -0.005 0.0138 0.0014
Si 0.0056 -0.0158 -0.0124
Si -0.031 -0.0029 -0.0606
Si 0.0119 0.0434 -0.0388
Si 0.0035 -0.0128 -0.0836
Si -0.0033 0.0229 -0.024
Si -0.0195 0.0243 0.0228
Si 0.02 0.0022 -0.0008
Si -0.0151 0.0169 0.0061
O -0.0118 0.0086 0.0178
O -0.0066 -0.0004 0.022
O 0.0021 0.0106 0.0146
O 0.018 -0.0012 0.0133
O 0.0272 -0.0212 -0.0282
O -0.0118 -0.0035 -0.0106
O -0.0112 0.0164 -0.0342
O -0.0114 0.0123 -0.0227
O 0.0094 -0.0031 -0.0142
O 0.0054 -0.0031 0.0514
O -0.0078 -0.0206 0.0143
O -0.0034 -0.0011 0.0417
O 0.0152 -0.0009 -0.0019
O -0.0079 0.0063 0.0012
O -0.0065 0.0038 0.0224
O 0.0106 0.0054 0.0135
O -0.0046 0.0118 -0.009
O 0.0175 0.0053 -0.0022
O -0.0118 0.0049 -0.0022
O 0.0416 -0.0304 -0.0088
O 0.0154 0.0009 -0.0112
O 0.0107 0.0009 -0.0085
O 0.0214 -0.0264 0.0154
O -0.0108 0.0184 -0.0427
Si -0.0019 0.0018 0.0013
Si -0.0051 0.0022 0.0033
Si 0.0065 -0.0031 0.0035
Si 0.0036 -0.0012 0.0034
Si 0.0021 0.0031 -0.001
Si 0.0022 0.0033 0.004
Si -0.0006 -0.0001 0.0074
Si -0.0125 -0.0015 0.0086
Si 0.0005 -0.008 0.0053
Si 0.0034 -0.0008 -0.0035
Si -0.0084 0.0019 -0.0105
Si 0 -0.0373 0.0225
Si 0.0042 0 0.0039
Si -0.0087 0.0057 0.0045
Si 0.0062 -0.0044 0.0089
Si 0.0063 0.0068 0.0022
Si -0.0035 -0.0038 -0.0265
Si -0.0039 -0.0023 -0.004
Si 0.0127 -0.0012 -0.0097
Si 0.0029 -0.0004 0.0013
Si 0 0.0019 0.0012
Si 0.0012 0.0004 0.0033
Si -0.0021 -0.0004 0.0038
Si -0.0007 0.0038 -0.0003
Si -0.0047 0.0036 0.0078
Si 0.0055 -0.0035 0.0073
Si 0.0012 -0.0012 -0.0017
Si 0.0053 -0.0021 0.0046
Si -0.0089 -0.0041 0.0043
Si -0.0001 -0.003 -0.0026
Si -0.0002 -0.0016 0.0021
Si 0.0026 0.0058 0.0038
Si -0.0005 0.0002 -0.0017
Si 0.0033 -0.0002 -0.0084
Si -0.0028 -0.0059 -0.0163
Si 0.0003 -0.0046 -0.0058
Si 0.0289 -0.0224 0.0044
Si 0.0011 -0.0036 -0.0074
O -0.0067 0.0004 0.0149
O 0 -0.0031 0.0008
O -0.0036 0.0059 -0.0064
O 0.0057 0.0002 -0.0033
O 0.0023 -0.0006 0.001
O 0.0056 -0.0026 0.0011
O 0.0008 0.0076 -0.0136
O -0.0039 -0.0003 0.0006
O 0.0091 0.0192 0.0246
O -0.0025 -0.0015 -0.001
O 0.0017 -0.0017 0.0081
O -0.0036 -0.0047 0.007
O 0.0026 0.0025 -0.0029
O -0.0001 -0.0005 -0.0013
O 0.0003 -0.0017 0.0052
O 0.0133 0.0085 0.0051
O 0.0051 -0.0053 -0.0032
O -0.0053 0.0069 0.0098
O -0.0013 0.0035 0.0011
O -0.0021 -0.0008 0.0066
O 0.0015 0.0001 0.0022
O 0.0011 -0.0024 -0.0004
O 0.0004 -0.0013 -0.0004
O 0.0017 0.006 0.004
O -0.0013 0.0024 0.0002
O 0.0044 -0.0033 -0.0017
O -0.0015 0.001 0.0004
O -0.0026 -0.0046 0.0032
O -0.0007 0.0024 0.0032
O -0.0009 -0.0103 0.0036
O 0.0074 -0.0072 -0.002
O -0.0013 0.0023 -0.0023
O 0.0003 0.0041 -0.0034
O 0.0014 0.0021 0.003
O 0.0048 0.0051 0.0071
O 0.0017 -0.0056 -0.0077
O -0.0024 -0.0025 -0.0022
O 0.0011 0.0023 -0.002
O 0.0007 -0.0001 0.0016
O 0.0053 -0.0026 -0.0022
O -0.0009 0.0055 0.0072
O -0.0007 0.0034 -0.0012
O -0.0006 0.0004 0.0008
O 0.001 -0.0005 -0.0015
O 0.0013 -0.0039 -0.0059
O -0.0002 0 -0.0007
O 0.001 -0.0048 0.009
O -0.0001 0.0053 -0.0034
O -0.0005 -0.0155 0.0008
O 0.0017 0.0006 0.0026
O -0.0016 0.0011 -0.0019
O 0.0018 -0.0005 0.0004
O 0.0027 0.004 -0.0008
O 0.0004 0.0002 -0.0008
O 0.0046 -0.0031 0.0011
O 0.0009 0.0007 -0.001
O -0.0035 0 -0.0012
O -0.0004 -0.0068 0.0002
O 0.0007 0.0007 -0.0005
O 0.0008 -0.0009 0.0056
O -0.0046 0.0062 -0.0016
O 0.0005 0.0007 -0.0013
O 0.0017 -0.0027 -0.0003
O -0.0032 0.0002 0.0059
O -0.0137 -0.0091 0.0148
O 0.0131 -0.0031 0.0011
O -0.0018 -0.0007 0.001
O -0.0002 -0.0015 -0.0036

The program warned: the cutoff lies below the one the program advises for these potential files; the forces do not sum to zero within the program's tolerance; the exchange-correlation potential is rough where the density is thin.
